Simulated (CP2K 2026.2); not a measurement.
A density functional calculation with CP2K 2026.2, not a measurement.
Periodic cell of 504 atoms, Si360O144, from a study of silicon, its oxide and their interface. The atomic structure is a simulated model.
Doubt: the forces sum to 2.75 eV/angstrom along one axis rather than to zero, so they err by at least 0.0055 eV/angstrom per atom on average; the grid cutoff is modest.

Settings
functional: PBE
method: Gaussian and plane waves
basis set: DZVP-MOLOPT-SR-GTH
pseudopotentials: GTH-PBE
grid cutoff: 300 Ry, relative cutoff 40 Ry
k points: Gamma only
occupations: fixed
spin: none
net charge: 0

Cell vectors (angstrom)
a 16.32 0 0
b 0 16.32 0
c 6.1523 3.5037 33.6476

Atoms and the computed forces on them: element, x, y, z (angstrom), force x, y, z (eV/angstrom)
Si 1.577 -1.436 0.137 -0.216 0.096 0.72
Si 4.475 1.066 -0.029 -0.288 0.199 0.714
Si 1.126 4.269 0.144 0.217 -0.129 0.683
Si 4.385 6.493 0.006 -0.22 0.141 0.712
Si 1.093 -6.556 0.238 0.067 -0.024 0.699
Si 3.692 -3.764 -0.072 0.272 -0.28 0.757
Si 6.595 -1.265 0.125 0.178 -0.149 0.745
Si 9.633 1.145 0.163 -0.098 0.249 0.741
Si 6.579 4.22 0.04 0.293 -0.141 0.704
Si 9.299 7.06 0.145 0.046 -0.146 0.707
Si 7.049 9.167 0.258 0.02 0.088 0.676
Si -6.592 -4.335 0.118 -0.166 0.144 0.793
Si -4.458 -1.057 0.038 0.234 -0.157 0.746
Si -1.587 1.666 0.023 0.1 -0.27 0.785
Si -3.803 3.878 0.037 -0.226 0.135 0.813
Si -0.974 6.615 0.068 -0.295 0.129 0.724
Si -4.355 -6.535 -0.022 0.227 -0.172 0.722
Si -1.069 -4.277 -0.171 -0.249 0.212 0.677
Si 2.813 0.073 1.365 0.033 -0.014 -0.044
Si 5.468 2.668 1.377 -0.004 0.011 -0.058
Si 2.757 5.431 1.35 0.012 0.003 -0.038
Si 5.436 8.034 1.453 -0.011 -0.01 -0.039
Si 2.716 -5.368 1.37 0.022 0.04 -0.07
Si 5.355 -2.792 1.342 -0.013 0.009 -0.053
Si 8.139 -0.079 1.45 -0.022 0.005 -0.025
Si -5.433 2.747 1.343 0.019 -0.001 -0.051
Si 8.148 5.413 1.353 -0.025 0.008 -0.046
Si -5.433 8.224 1.39 -0.008 0.004 -0.06
Si 8.183 10.828 1.447 0.022 -0.001 -0.053
Si -5.461 -2.711 1.378 0.002 -0.026 -0.048
Si -2.755 0.027 1.268 -0.014 0.015 -0.083
Si -0.038 2.73 1.43 -0.03 -0.005 -0.056
Si -2.666 5.491 1.306 0.009 -0.024 -0.064
Si -0.005 8.171 1.509 -0.003 -0.01 -0.03
Si -2.692 -5.393 1.202 -0.001 0.002 -0.041
Si -0.034 -2.694 1.279 0.017 -0.018 -0.046
Si 1.382 1.371 2.708 -0.002 -0.013 0.013
Si 4.069 4.027 2.721 -0.006 -0.004 0.016
Si 1.437 6.813 2.76 0.006 -0.013 0.021
Si 4.083 9.526 2.683 -0.02 -0.016 0.02
Si 1.326 -4.026 2.721 -0.013 0.014 0.031
Si 4.088 -1.358 2.746 -0.014 -0.007 0.032
Si 6.825 1.348 2.768 0.004 0.001 0.022
Si 9.534 4.089 2.704 -0.008 -0.002 0.019
Si 6.8 6.707 2.808 0.031 0.008 0.034
Si 9.554 9.523 2.822 -0.008 -0.012 0.047
Si 6.762 12.207 2.702 0.016 0.015 0.02
Si -6.819 -1.416 2.787 -0.001 -0.005 0.029
Si -4.085 1.364 2.708 0.004 0.017 0.037
Si -1.368 4.13 2.759 -0.011 0.012 0.048
Si -4.061 6.818 2.675 -0.005 -0.013 0.004
Si -1.444 -6.769 2.713 -0.013 0.039 0.014
Si -4.02 -4.056 2.663 0 -0.021 0.023
Si -1.398 -1.345 2.636 0.009 0.014 0.008
Si -0.004 -0.013 4.021 -0.012 -0.007 -0.004
Si 2.705 2.714 4.103 0.017 0.018 0.007
Si 0.032 5.462 4.096 -0.004 0.002 -0.005
Si 2.752 8.191 4.101 0.008 -0.011 0.014
Si -0.027 -5.426 4.056 0.019 -0.003 -0.012
Si 2.693 -2.692 4.095 0.006 -0.009 -0.009
Si 5.452 -0.01 4.11 -0.007 -0.016 -0.006
Si 8.191 2.723 4.09 -0.008 -0.003 -0.002
Si 5.427 5.365 4.125 -0.004 -0.002 -0.006
Si 8.165 8.128 4.12 -0.001 0.003 -0.019
Si 5.435 10.854 4.076 -0.009 0.003 0.007
Si 8.117 -2.759 4.098 -0.006 -0.005 0.015
Si -5.437 -0.007 4.08 0.012 0.005 -0.017
Si -2.731 2.731 4.08 -0.004 0.006 -0.013
Si -5.425 5.455 4.051 0.002 0.011 0.001
Si -2.752 8.175 4.084 0.007 0.012 0.008
Si -5.385 -5.403 4.087 -0.01 0.016 -0.011
Si -2.705 -2.7 4.055 -0.003 -0.01 0.008
Si 1.36 -1.354 16.305 -0.008 0.01 -0.01
Si 4.078 1.377 16.336 0.007 0.005 -0.006
Si 1.364 4.078 16.325 0 0.012 -0.009
Si 4.093 6.806 16.305 -0.002 0.001 -0.01
Si 1.347 -6.802 16.304 0.004 0.005 -0.005
Si 4.046 -4.086 16.306 -0.001 0.002 -0.007
Si 6.784 -1.344 16.311 0.005 0.007 -0.01
Si -6.818 1.391 16.314 0.005 0 -0.009
Si 6.823 4.093 16.33 0 -0.002 -0.002
Si -6.81 6.786 16.35 -0.013 -0.001 -0.003
Si 6.806 9.492 16.31 -0.004 0.005 -0.014
Si -6.784 -4.096 16.307 -0.001 -0.004 -0.006
Si -4.048 -1.371 16.302 0.008 -0.005 -0.011
Si -1.351 1.347 16.304 0 -0.011 -0.013
Si -4.105 4.105 16.319 -0.001 -0.007 -0.013
Si -1.37 6.81 16.346 -0.001 -0.005 -0.008
Si -4.062 9.511 16.329 0.003 -0.008 -0.009
Si -1.378 -4.101 16.306 0.002 -0.007 -0.007
Si 2.718 -0.003 17.684 0.004 -0.007 0.002
Si 5.447 2.758 17.68 -0.008 -0.001 0.018
Si 2.703 5.488 17.654 0.002 -0.016 -0.004
Si 5.467 8.128 17.689 -0.008 0.004 0.004
Si 2.727 -5.487 17.673 -0.003 0.003 0.009
Si 5.382 -2.691 17.64 -0.013 -0.01 -0.002
Si 8.137 0.033 17.66 -0.015 0.002 0.025
Si -5.493 2.782 17.681 -0.002 0.008 0
Si 8.154 5.437 17.751 0.002 0.007 0.002
Si -5.402 8.126 17.675 0.012 -0.002 0.01
Si 8.164 10.858 17.645 0.002 -0.005 0.015
Si -5.37 -2.77 17.644 0.02 -0.008 -0.013
Si -2.705 -0.003 17.672 0.016 0.003 0.016
Si 0.021 2.68 17.667 -0.004 0.007 -0.008
Si -2.733 5.432 17.692 -0.008 0.013 0.013
Si -0.031 -8.108 17.694 0.006 -0.005 -0.004
Si -2.72 -5.448 17.715 0.002 0.005 0.011
Si -0.019 -2.724 17.624 -0.006 0.001 0.008
Si 1.362 1.327 19.063 -0.02 0 -0.019
Si 4.084 4.167 19.004 0.035 0.001 -0.032
Si 1.35 6.867 19.01 0.007 0.017 -0.027
Si 4.105 -6.858 19.044 0.002 -0.006 -0.025
Si 1.329 -4.104 18.952 -0.003 -0.005 -0.042
Si 4.071 -1.336 19.071 0.017 -0.012 -0.011
Si 6.779 1.392 19.063 -0.003 0.016 -0.013
Si -6.818 4.101 19.157 0.015 -0.01 -0.002
Si 6.792 6.795 19.127 -0.002 -0.01 -0.006
Si -6.748 9.514 18.987 0.012 0.011 -0.03
Si 6.718 -4.106 18.919 -0.011 -0.014 -0.027
Si 9.571 -1.374 18.883 -0.009 0.026 -0.021
Si -4.093 1.418 18.949 0.008 0.002 -0.033
Si -1.349 4.038 18.987 0.006 -0.016 -0.031
Si -4.08 6.767 19.102 -0.01 0.01 -0.028
Si -1.389 -6.79 19.121 0.001 -0.01 -0.006
Si -4.051 -4.099 19.112 -0.012 0.02 -0.008
Si -1.354 -1.395 19.032 -0.007 -0.005 -0.03
Si 0.043 -0.092 20.422 0.015 -0.018 0.061
Si 2.742 2.763 20.308 0.019 0.005 0.049
Si -0.015 5.463 20.278 -0.006 0.005 0.041
Si 2.711 8.165 20.445 -0.013 0.012 0.043
Si -0.024 -5.364 20.409 0.005 0.027 0.062
Si 2.696 -2.787 20.312 -0.002 0.014 0.073
Si 5.411 0.039 20.458 -0.018 0.016 0.067
Si 8.098 2.76 20.501 -0.018 0.011 0.067
Si 5.354 5.508 20.51 -0.027 -0.019 0.056
Si 8.27 8.144 20.368 0.015 -0.014 0.054
Si 5.465 -5.482 20.376 0.018 0.003 0.041
Si 8.155 -2.744 20.118 0.006 -0.013 0.046
Si -5.448 0.031 20.234 0.012 -0.01 0.04
Si -2.714 2.695 20.356 0.004 -0.019 0.046
Si -5.42 5.419 20.551 0.01 0.016 0.065
Si -2.739 -8.176 20.491 -0.024 -0.012 0.064
Si -5.432 -5.479 20.437 0.021 -0.019 0.044
Si -2.705 -2.714 20.478 0.007 0.003 0.046
Si 1.207 -1.694 21.741 0.035 0.164 -0.716
Si 4.245 1.695 21.734 0.005 -0.211 -0.7
Si 1.55 4.323 21.55 -0.082 -0.119 -0.709
Si 3.723 6.591 21.903 0.308 0.276 -0.688
Si 1.58 -6.501 21.651 -0.092 -0.123 -0.729
Si 3.847 -4.338 21.624 0.144 0.072 -0.696
Si 7.139 -1.184 21.485 -0.295 -0.028 -0.723
Si -7 1.087 21.612 0.104 0.315 -0.73
Si 6.454 3.909 21.809 0.222 0.067 -0.733
Si -6.562 7.045 21.845 -0.065 -0.21 -0.739
Si 7.149 -6.579 21.612 -0.197 -0.086 -0.71
Si 9.217 -4.25 21.526 0.23 0.003 -0.71
Si -3.941 -1.064 21.621 -0.061 -0.274 -0.722
Si -1.623 1.036 21.597 0.122 0.104 -0.75
Si -3.768 4.243 21.783 -0.261 -0.163 -0.689
Si -1.55 6.51 21.697 0.098 0.22 -0.706
Si -4.33 -7.058 21.833 0.108 0.163 -0.74
Si -1.1 -3.817 21.842 -0.208 -0.099 -0.72
Si 3.203 -0.246 23.771 -0.031 0.063 -0.12
Si 4.66 5.816 -5.418 0.028 0.051 -0.018
Si -3.118 -5.042 23.888 0.069 -0.022 -0.086
Si 0.249 3.606 -5.217 0.03 -0.017 0.077
Si 1.794 -0.112 -4.342 -0.007 0.011 -0.043
Si -3.707 -7.242 -3.05 -0.117 0.083 0.202
Si -0.97 7.845 -2.853 0.08 -0.005 0.153
Si 5.014 -4.018 24.429 -0.028 -0.017 -0.133
Si 7.508 1.928 -7.122 0.01 -0.059 -0.039
Si 0.637 -2.849 -5.049 -0.03 0.101 -0.031
Si -5.391 -2.799 23.651 0.053 0.017 -0.077
Si -7.123 -1.662 -4.224 0.147 0.084 0.022
Si -5.71 5.163 -1.985 -0.031 0.02 0.14
Si -6.692 2.43 24.295 -0.082 -0.121 -0.019
Si 3.341 6.755 -2.922 0.075 -0.115 0.148
Si -0.121 -0.036 -2.089 0.09 -0.011 0.016
Si 3.701 -4.976 -2.988 -0.051 0.093 0.141
Si -6.286 -5.984 -6.073 -0.052 -0.033 -0.013
Si 1.114 -7.177 24.586 0.097 -0.095 -0.107
Si 2.213 6.907 -7.081 -0.004 0.033 -0.01
Si 3.873 1.604 -3.1 0.092 -0.045 0.183
Si -3.399 -0.26 -7.109 -0.127 0.072 0.006
Si -2.239 2.277 -6.321 -0.08 0.118 -0.032
Si -5.922 7.063 -4.14 0.081 -0.009 0.026
Si 1.631 -7.139 -2.572 0.045 -0.03 0.047
Si 2.32 1.918 -6.611 0.016 -0.069 -0.008
Si 3.91 7.819 24.878 -0.08 -0.155 -0.167
Si -1.331 1.844 24.514 -0.058 0.078 -0.099
Si 1.868 3.912 -2.784 0.061 0.038 0.137
Si -7.974 5.13 23.884 -0.025 0.092 -0.042
Si 5.054 2.737 -5.465 -0.031 -0.113 0.027
Si -1.609 -2.649 -2.876 0.121 -0.047 0.175
Si -0.275 6.563 -5.42 0.047 0.072 0.137
Si -3.97 3.114 24.766 0.037 0.126 -0.138
Si -3.439 -3.122 -6.853 0.022 -0.041 -0.115
Si 7.787 -3.217 -2.045 -0.027 -0.045 0.233
Si -4.186 -1.417 -3.029 -0.103 0.162 0.09
Si 3.856 -6.875 -7.267 0.016 -0.002 -0.022
Si 6.438 -6.817 24.473 -0.033 -0.034 -0.111
Si -5.536 7.723 -6.965 -0.023 -0.002 -0.039
Si 0.705 3.939 24.432 0.004 0.055 -0.046
Si 6.286 -5.954 -2.418 0.059 0.059 -0.028
Si -4.378 1.057 -4.695 0.075 -0.069 -0.014
Si -7.37 1.338 -4.475 -0.001 0.09 -0.008
Si 6.117 -1.452 24.226 0.044 0.11 0.063
Si -8.089 -7.543 -4.302 -0.079 0 -0.019
Si -6.523 -3.119 -6.745 -0.009 -0.038 0.02
Si 7.758 0.67 25.955 0.009 -0.015 0.053
Si -0.529 6.681 24.651 -0.069 -0.14 -0.105
Si -7.96 2.901 -2.055 -0.062 0.012 0.096
Si -3.262 -5.519 -5.301 -0.048 -0.037 0.143
Si 2.845 -4.46 -5.63 0.055 0.059 -0.086
Si -2.527 -7.986 -6.685 0.056 0.062 -0.065
Si 6.488 7.736 -6.732 -0.055 -0.013 -0.136
Si 1.334 -1.344 5.442 0.006 0 0.006
Si 4.074 1.35 5.45 -0.011 -0.007 0.012
Si 1.36 4.083 5.458 -0.003 0.011 0.011
Si 4.093 6.795 5.447 -0.002 0.004 0.014
Si 1.347 9.536 5.426 -0.014 0.013 -0.003
Si 4.067 12.236 5.421 0.001 0.007 0.006
Si 6.799 -1.373 5.463 0.007 0.011 0.015
Si 9.535 1.354 5.447 0.008 -0.003 0.005
Si 6.812 4.043 5.472 -0.002 0.003 0.014
Si -6.78 6.784 5.456 -0.003 -0.005 -0.001
Si 6.798 9.507 5.449 0.012 -0.007 0.008
Si -6.795 12.236 5.439 0.004 -0.009 0.009
Si -4.073 -1.361 5.43 -0.006 0.002 0.018
Si -1.352 1.357 5.406 0.007 0 -0.003
Si -4.087 4.088 5.433 -0.004 -0.001 0.012
Si -1.353 6.825 5.427 0.004 -0.009 0.007
Si -4.081 -6.79 5.462 -0.008 -0.003 0.016
Si -1.358 -4.062 5.432 -0.009 0.003 0.003
Si 2.706 0.001 6.806 -0.007 0.009 0.004
Si 5.439 2.696 6.821 0.01 -0.004 0.001
Si 2.721 5.447 6.808 -0.005 -0.002 0.001
Si 5.446 8.151 6.813 0.007 -0.007 0.001
Si 2.712 10.885 6.793 -0.004 -0.003 -0.002
Si 5.428 -2.734 6.8 -0.005 0.001 0.001
Si 8.168 -0.006 6.806 -0.003 -0.004 0.002
Si -5.434 2.723 6.804 -0.006 0.003 -0.001
Si -8.15 5.427 6.811 0.005 -0.001 -0.001
Si -5.439 8.162 6.814 -0.005 0.012 0.002
Si -8.152 10.871 6.799 0.005 -0.007 -0.004
Si -5.442 -2.712 6.795 -0.007 0.003 -0.003
Si -2.71 0.002 6.785 0.004 -0.004 -0.007
Si -0.005 2.711 6.794 0.008 0.003 0
Si -2.713 5.448 6.782 -0.001 0.009 -0.002
Si 0.001 8.174 6.797 -0.002 0.003 0.002
Si -2.711 -5.428 6.802 0.002 -0.006 0.004
Si -0.006 -2.713 6.806 0.001 -0.003 0.002
Si 1.354 1.364 8.165 0.001 -0.003 -0.003
Si 4.081 4.08 8.163 0.005 0.009 -0.008
Si 1.355 6.807 8.16 0 -0.006 -0.003
Si 4.075 9.52 8.155 -0.001 -0.004 -0.011
Si 1.36 -4.076 8.16 0 -0.001 0
Si 4.072 -1.366 8.157 -0.001 -0.007 -0.005
Si 6.804 1.343 8.173 -0.005 -0.006 -0.002
Si -6.795 4.071 8.171 -0.003 -0.002 -0.002
Si 6.81 6.795 8.167 0.002 0.008 0.003
Si -6.802 9.517 8.169 -0.011 -0.007 0.007
Si 6.802 -4.086 8.156 0 0.002 -0.012
Si -6.794 -1.36 8.167 0.011 0.008 -0.002
Si -4.069 1.36 8.154 0.001 0.005 -0.004
Si -1.362 4.08 8.149 0.001 -0.001 -0.005
Si -4.069 6.799 8.158 -0.002 -0.003 -0.003
Si -1.355 -6.792 8.161 0.006 0.008 0
Si -4.084 -4.075 8.156 -0.01 -0.004 -0.009
Si -1.365 -1.354 8.163 -0.001 0.006 -0.003
Si -0.005 0.005 9.523 0.008 -0.002 0
Si 2.716 2.723 9.522 -0.009 -0.003 -0.003
Si -0.003 5.439 9.514 0.002 0.001 -0.001
Si 2.719 8.161 9.519 -0.004 0.003 0.001
Si 0.004 -5.438 9.521 0 -0.004 0
Si 2.72 -2.721 9.522 0.004 0.009 -0.002
Si 5.438 -0.014 9.524 0.003 0.001 -0.005
Si -8.158 2.711 9.525 -0.007 0.005 -0.001
Si 5.441 5.439 9.522 0.005 -0.008 -0.001
Si -8.159 8.159 9.528 0.005 -0.001 0.005
Si 5.44 -5.443 9.517 0.003 -0.002 -0.001
Si -8.161 -2.723 9.519 -0.001 0.001 0
Si -5.433 0.003 9.52 -0.007 -0.005 -0.001
Si -2.717 2.723 9.518 -0.001 0.004 -0.005
Si -5.431 5.438 9.518 -0.005 0 -0.003
Si -2.714 8.161 9.517 0 0.003 -0.003
Si -5.44 -5.436 9.52 0.002 0.002 -0.002
Si -2.727 -2.716 9.518 -0.004 0.001 -0.007
Si 1.361 -1.356 10.875 -0.005 -0.005 -0.001
Si 4.079 1.358 10.874 0.007 -0.004 0
Si 1.357 4.083 10.881 0.004 0.006 -0.001
Si 4.079 6.801 10.881 -0.002 -0.001 -0.001
Si 1.362 9.519 10.88 0.005 0.002 0
Si 4.084 -4.08 10.88 -0.008 0.002 -0.001
Si 6.802 -1.367 10.886 -0.005 -0.001 0
Si -6.795 1.357 10.885 0.001 -0.003 -0.001
Si -9.52 4.077 10.876 0.003 -0.001 0
Si -6.793 6.798 10.875 -0.002 0.003 0.002
Si -9.522 9.52 10.884 0 -0.002 0.004
Si -6.803 -4.081 10.884 -0.003 -0.002 0
Si -4.081 -1.359 10.886 0 0.006 -0.001
Si -1.361 1.366 10.885 0 0 0
Si -4.076 4.079 10.882 0.002 -0.001 -0.001
Si -1.361 6.797 10.88 0.001 -0.004 0
Si -4.078 9.52 10.872 -0.007 0 0.002
Si -1.365 -4.08 10.87 0.006 0.002 -0.001
Si 2.72 0.003 12.236 -0.006 -0.002 -0.005
Si 5.438 2.72 12.232 -0.004 0.002 0.001
Si 2.721 5.439 12.243 -0.008 -0.001 0.005
Si 5.438 8.161 12.243 0.002 0.001 0.008
Si 2.721 10.881 12.236 0.003 0.002 0.003
Si 5.443 -2.724 12.248 0.006 0 0.005
Si 8.161 0 12.245 0 0.001 -0.001
Si -5.436 2.719 12.241 -0.006 0.001 0.001
Si -8.158 5.439 12.228 -0.001 -0.002 -0.005
Si -5.436 8.16 12.232 0.003 -0.001 0
Si -8.16 10.877 12.248 0.002 0.001 0
Si -5.446 -2.718 12.244 -0.003 0.001 0.001
Si -2.722 0.004 12.245 -0.003 -0.005 0.005
Si -0.006 2.73 12.247 0.005 -0.002 0.001
Si -2.723 5.442 12.247 -0.002 -0.005 0.002
Si 0.005 8.152 12.237 0.001 0.006 0.004
Si -2.719 -5.443 12.233 0.002 -0.001 -0.001
Si -0.003 -2.719 12.22 0.005 0.002 -0.004
Si 1.365 1.37 13.593 0 -0.007 0.005
Si 4.087 4.079 13.599 0.009 -0.009 0.003
Si 1.357 6.791 13.606 0.012 -0.005 0.003
Si 4.078 9.524 13.6 -0.013 0.011 0.003
Si 1.348 -4.078 13.581 -0.009 0.011 -0.005
Si 4.076 -1.358 13.598 -0.005 0.008 0.009
Si 6.794 1.367 13.594 -0.001 0.001 0.003
Si -6.799 4.086 13.587 -0.003 0.004 0.001
Si 6.804 6.794 13.591 0.007 -0.008 0.003
Si -6.797 9.505 13.599 0 0.001 -0.002
Si 6.804 -4.082 13.613 0.002 -0.009 0.004
Si 9.521 -1.354 13.611 -0.007 0.001 0.001
Si -4.082 1.361 13.61 0.008 -0.007 0.007
Si -1.369 4.085 13.616 -0.007 0.011 0.005
Si -4.083 6.809 13.603 -0.011 0.006 0.002
Si -1.356 9.514 13.589 0.002 -0.004 0.005
Si -4.084 -4.089 13.591 0.003 -0.002 0.005
Si -1.352 -1.365 13.585 0.01 -0.006 -0.005
Si 0.007 0.001 14.939 -0.001 0.002 -0.001
Si 2.724 2.726 14.96 -0.003 0.001 0.001
Si -0.009 5.444 14.98 0.001 -0.004 0.002
Si 2.718 8.159 14.954 0.001 0.002 0
Si -0.004 -5.44 14.944 0.006 -0.002 -0.004
Si 2.703 -2.724 14.94 -0.008 -0.013 0
Si 5.428 0.015 14.956 0.002 -0.003 0.006
Si 8.156 2.737 14.943 0.005 -0.001 0.003
Si 5.453 5.438 14.959 0.002 0.001 -0.002
Si 8.166 8.138 14.959 0.002 0.002 -0.002
Si 5.44 10.876 14.97 -0.002 -0.002 0.003
Si 8.165 -2.715 14.972 0 0.003 -0.002
Si -5.44 0.006 14.979 -0.006 0.003 0.005
Si -2.732 2.725 14.978 -0.001 -0.001 -0.002
Si -5.456 5.452 14.954 -0.001 0 0.005
Si -2.71 8.161 14.959 0.005 0.006 -0.003
Si -5.432 -5.461 14.955 0 0 0.001
Si -2.712 -2.73 14.934 0.002 0.001 -0.001
O 2.74 -5.441 22.134 0.083 0.017 0.408
O -8.098 -0.062 21.956 -0.212 -0.087 0.387
O -6.832 4.033 -2.024 0.147 0.1 -0.275
O 0.05 -7.214 -2.91 -0.307 0.642 -0.089
O 2.619 5.413 22.137 -0.201 -0.27 0.46
O 5.556 -0.109 -0.36 -0.041 -0.277 -0.536
O -7.398 7.485 -3.617 -0.224 -0.172 0.226
O -2.696 -4.097 -5.807 0.563 0.102 0.275
O -4.067 -1.624 -1.427 0.249 -0.118 0.038
O -2.644 5.375 22.123 -0.101 0.142 0.551
O -1.535 -3.726 -1.651 -0.234 -0.085 -0.318
O 0.055 -2.733 22.311 0.045 -0.073 0.545
O -6.237 6.426 -1.129 0.122 0.068 -0.166
O -1.756 -4.511 23.177 0.297 0.08 0.405
O 5.988 6.295 -6.201 0.328 -0.449 -0.092
O -2.793 -0.003 22.083 0.104 0.152 0.2
O -8.149 8.139 -0.372 0.175 -0.272 -0.46
O -0.857 1.186 -1.35 0.001 0.335 -0.331
O 3.352 1.178 23.007 -0.237 0.388 0.197
O -4.371 4.557 -1.33 0.207 0.199 -0.342
O 2.611 -2.585 -0.375 0.037 0.133 -0.325
O 2.696 -0.17 25.285 -0.131 -0.301 0.012
O 1.31 -4.324 -5.115 -0.262 -0.622 -0.044
O -4.735 -1.496 22.978 -0.312 0.236 0.46
O 5.473 5.336 -0.383 -0.181 -0.256 -0.207
O 0.619 -5.805 25.254 -0.145 0.347 -0.583
O 5.84 -2.787 25.082 0.274 -0.05 0.466
O -1.263 7.338 -1.353 -0.221 0.161 -0.126
O -5.57 0.075 -0.342 -0.102 -0.069 -0.466
O -3.85 -7.137 -1.448 0.154 -0.233 -0.041
O -6.622 -3.369 22.796 -0.258 0.484 0.292
O -3.448 4.269 25.746 -0.15 0.038 0.121
O -4.526 0.072 -5.983 -0.64 0.019 -0.098
O 5.143 1.87 -4.081 0.499 -0.339 -0.05
O -0.361 6.706 -3.815 0.4 -0.575 0.091
O 2.871 2.825 -3.403 -0.046 0.115 -0.271
O -2.239 -6.607 -5.907 0.396 0.24 0.339
O 0.881 -7.095 22.993 -0.585 -0.435 0.035
O -7.029 -4.634 -6.516 -0.428 -0.091 -0.153
O -4.263 -3.938 23.692 -0.042 -0.046 -0.02
O 1.074 -0.623 -1.178 0.205 0.138 -0.213
O 3.913 2.094 -6.425 0.152 -0.201 -0.48
O -0.662 3.251 24.947 -0.429 0.145 0.503
O 7.484 -7.939 -5.662 0.126 0.154 -0.319
O -2.714 -1.687 -6.842 0.793 -0.16 0.367
O -4.037 7.916 -6.436 0.034 0.03 0.231
O -3.076 -2.478 -3.54 -0.286 -0.153 -0.631
O 4.731 4.258 -5.081 -0.203 0.047 0.424
O 0.816 3.692 22.849 -0.28 -0.433 -0.057
O -0.989 1.606 22.968 0.602 -0.025 0.132
O -0.881 6.965 23.102 0.369 0.119 -0.034
O -7.237 -3.727 -1.236 0.347 -0.075 -0.235
O 4.152 1.637 -1.517 0.139 0.497 -0.025
O 1.054 7.261 -6.011 0.184 0.495 0.419
O 4.043 -4.229 -1.594 0.531 -0.187 -0.168
O 3.754 -4.311 25.37 -0.529 -0.177 -0.181
O -3.847 0.123 -3.465 0.402 0.146 0.277
O 7.038 3.527 -1.373 -0.298 -0.091 -0.387
O 7.08 -0.427 24.99 0.182 0.03 -0.229
O 8.104 5.346 25.462 -0.341 0.238 -0.012
O 6.692 -7.36 22.972 -0.158 -0.586 0.083
O -1.202 -1.208 -2.274 -0.446 0.055 0.366
O -1.876 6.36 25.467 -0.279 0.319 -0.188
O -0.666 0.66 25.353 0.237 -0.502 -0.335
O 2.68 -7.454 24.858 0.081 0.141 0.202
O -8.004 1.912 25.088 -0.314 0.185 -0.025
O 0.576 5.503 24.787 0.295 0.092 0.124
O -7.314 6.431 23.169 -0.005 0.078 0.408
O -7.452 1.649 -1.177 -0.22 -0.282 -0.26
O 3.377 6.078 -6.355 -0.156 -0.591 -0.128
O -2.941 -5.273 25.479 0.366 -0.147 0.201
O 0.502 3.75 -3.627 -0.408 0.08 0.17
O 1.631 -1.718 -4.429 0.464 -0.233 0.455
O 7.13 -1.998 -1.222 -0.113 -0.106 -0.237
O 3.742 -4.057 -4.328 0.386 0.273 0.158
O 2.107 -1.138 22.984 0.228 -0.177 0.459
O -7.75 1.39 -6.035 0.424 -0.318 -0.255
O 7.292 -6.885 -3.212 0.147 -0.04 0.243
O -6.332 1.472 23.047 0.558 -0.098 0.122
O 6.142 -6.506 -0.919 -0.31 -0.128 0.019
O 1.826 0.588 -5.808 0.041 -0.423 -0.09
O 6.426 2.771 -6.291 0.069 0.519 0.087
O 0.046 -5.459 -0.419 -0.014 -0.109 -0.22
O -5.454 -8.155 22.342 0.17 -0.159 0.382
O 3.919 7.054 -1.444 -0.017 0.321 -0.064
O 5.372 2.761 22.286 -0.078 0.047 0.348
O 8.112 2.384 -3.564 -0.302 0.074 -0.256
O -1.545 7.196 -6.156 -0.18 -0.295 -0.135
O 4.864 -6.082 -3.157 -0.072 -0.379 -0.545
O -8.16 -5.372 22.079 -0.044 -0.047 0.322
O -3.616 -6.405 23.155 0.051 -0.151 0.449
O 5.971 -5.288 24.348 0.338 0.183 -0.152
O 6.801 -1.965 22.862 0.244 -0.577 0.215
O -2.216 0.823 -7.025 0.781 -0.294 -0.117
O -4.156 3.635 23.24 -0.347 -0.21 0.166
O -8.088 -2.691 -3.479 -0.102 -0.391 -0.239
O 0.46 -2.401 -6.612 -0.553 0.236 -0.256
O -6.973 3.891 23.671 0.242 0.08 -0.476
O -0.276 5.007 -5.775 -0.047 -0.005 -0.615
O 4.048 7.092 23.427 0.136 -0.165 0.21
O -5.481 -5.414 -0.399 -0.174 0.165 -0.244
O 4.461 -3.643 22.96 0.124 0.353 0.174
O -6.355 -7.206 -7.138 -0.421 0.108 -0.381
O -7.642 -0.164 -3.96 -0.297 -0.025 0.406
O -5.403 2.549 25.261 -0.018 -0.235 0.488
O 4.704 -0.812 23.801 0.123 0.196 -0.031
O -7.376 -4.519 25.979 -0.452 -0.114 -0.371
O 2.905 -3.444 -6.9 0.588 0.177 -0.493
O -5.799 1.697 -4.302 0.199 0.623 0.24
O -2.707 2.764 -0.441 -0.112 -0.038 -0.751
O -5.624 -1.818 -3.631 -0.152 -0.441 -0.2
O 4.52 6.622 -4.018 0.457 0.533 0.083
O 0.522 0.454 -3.489 -0.145 0.456 -0.087
O 3.66 6.844 26.141 -0.162 0.008 0.084
O 0.083 5.436 -0.324 0.042 -0.008 -0.307
O -5.964 -2.437 25.11 -0.115 0.48 0.152
O -3.385 2.252 -5.157 -0.079 0.757 0.529
O -4.929 -8.049 -3.713 -0.144 0.177 -0.263
O -7.251 -2.042 -5.789 -0.061 0.129 -0.279
O 6.769 -4.423 -2.319 -0.408 0.229 -0.255
O 2.458 5.404 -2.927 -0.137 0.127 0.241
O 3.161 0.217 -3.539 0.257 -0.558 -0.024
O 1.792 -7.384 -0.98 0.423 -0.273 -0.015
O -6.958 -6.451 -4.686 0.392 0.13 0.468
O -2.912 1.899 24.785 -0.187 -0.528 0.029
O 2.422 8.011 -3.341 -0.037 -0.014 -0.681
O -4.726 -5.664 -5.937 0.039 0.017 -0.242
O 5.291 -7.721 25.132 0.336 -0.021 0.604
O 5.223 -7.588 -6.812 -0.116 0.016 0.066
O 2.008 3.282 25.112 0.256 -0.386 -0.273
O 2.257 -5.697 -2.918 -0.301 0.306 -0.007
O -5.409 5.689 -3.476 0.147 -0.199 -0.255
O 3.248 -5.948 -6.096 -0.141 -0.429 0.493
O -0.64 -3.012 -4.106 -0.266 -0.287 -0.226
O 0.187 7.995 25.227 -0.308 -0.098 0.674
O -0.851 2.495 -5.559 0.182 -0.368 0.228
O -4.967 -2.935 -6.408 -0.046 0.172 0.271
O 7.774 -6.834 25.375 0.354 -0.396 -0.108
O 1.603 3.223 -5.999 0.322 0.361 0.074
O 1.659 3.564 -1.224 0.342 -0.213 0.032
O -3.471 -5.764 -3.706 -0.079 0.58 0.199
O -2.4 -8.086 -3.436 -0.048 -0.113 -0.612
O 6.963 4.713 23.144 -0.316 0.067 0.456
O -6.132 6.85 -5.737 -0.181 -0.547 0.049

Results
total energy: -101657.384 eV
total energy less fixed offsets of O -438.25, Si -107.07 eV per atom: -4.184 eV
